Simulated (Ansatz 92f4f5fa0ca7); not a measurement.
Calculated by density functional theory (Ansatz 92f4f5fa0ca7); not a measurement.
Periodic cell of 224 atoms, Si133O90H1, from a study of silicon, its oxide and their interface. The atomic structure is a simulated model.
Doubt: the cutoff is far below the 930 eV that the study's wrapper takes by default for these files, so forces and energies are approximate.

Settings: functional PBE; potential files Ansatz PAW; basis plane waves; wave-function cutoff 580 eV; density cutoff ratio 5; exchange-correlation grid ratio 1; k mesh 1 x 1 x 1, Gamma-centred; self-consistency stop 5e-08 eV per atom in the density residual; occupations fixed; spin none; net charge +1 e, with a uniform compensating background and no finite-size correction.

Cell vectors (angstrom)
a  10.938  0  0
b  0  10.938  0
c  0  0  32.4872

Atoms and the computed forces on them: element, x, y, z (angstrom), force x, y, z (eV/angstrom)
Si  0.2807  -0.1757  25.0375  0.0105  -0.0289  0.0195
Si  5.1971  0.4683  25.0339  -0.0268  0.0744  -0.0252
Si  2.8821  2.6503  25.1136  0.0597  -0.075  0.0215
Si  7.9281  2.9911  25.0181  -0.0135  -0.0062  0.0227
Si  -0.2179  5.7649  25.0106  -0.0033  0.0118  0.0193
Si  5.7218  5.2588  25.0278  0.0023  -0.0215  0.0323
Si  2.5099  8.5106  24.9803  -0.025  0.0298  0.0392
Si  8.4683  8.0045  24.9327  0.0148  -0.0156  0.0551
Si  1.3674  1.4001  26.3997  0.053  -0.0356  0.018
Si  6.8136  1.457  26.4094  -0.02  0.0218  -0.0047
Si  4.1146  4.1778  26.3875  0.0297  -0.0236  -0.0034
Si  9.5637  4.1435  26.2903  -0.0175  0.0144  0.0146
Si  1.3654  6.9167  26.3291  -0.0224  0.032  0.0006
Si  6.8755  6.8741  26.2943  0.0264  -0.0126  0.0085
Si  4.1301  9.6495  26.2572  -0.0384  0.0024  0.0358
Si  9.5777  9.6012  26.2924  0.0308  -0.0165  -0.0032
Si  2.7524  0.0029  27.7213  -0.0083  0.0272  -0.0673
Si  8.1938  0.0116  27.6803  0.0035  -0.0068  -0.0002
Si  -0.0388  2.764  27.6934  0.0084  -0.0148  0
Si  5.4331  2.7791  27.7652  -0.0119  -0.0054  -0.0276
Si  2.7061  5.5215  27.6993  0.0094  -0.0183  0.0129
Si  8.2019  5.4844  27.7038  -0.0174  0.0073  -0.0301
Si  -0.0262  8.2341  27.7157  -0.0036  0.0041  -0.025
Si  5.4619  8.2294  27.6466  0.0118  -0.0203  0.0012
Si  4.1018  1.3673  29.0689  -0.0678  -0.0012  0.3707
Si  9.5708  1.3673  29.0689  -0.1157  0.0351  -0.0677
Si  1.3673  4.1018  29.0689  -0.0921  0.102  -0.1352
Si  6.8362  4.1018  29.0689  0.0802  0.2444  0.2686
Si  4.1018  6.8362  29.0689  0.0535  0.2748  -0.1706
Si  9.5708  6.8362  29.0689  -0.0092  0.0294  0.1171
Si  1.3673  9.5708  29.0689  0.0255  0.0431  0.1071
Si  6.8362  9.5708  29.0689  -0.0503  -0.0157  -0.2341
Si  0  0  30.4362  0.0843  -0.001  -0.0266
Si  5.469  0  30.4362  0.0065  0.0069  0.0026
Si  2.7345  2.7345  30.4362  0.0442  -0.0678  -0.0098
Si  8.2035  2.7345  30.4362  -0.0168  -0.005  -0.0062
Si  0  5.469  30.4362  -0.0098  0.0275  0.0048
Si  5.469  5.469  30.4362  0.1027  0.0055  -0.0152
Si  2.7345  8.2035  30.4362  0.0275  0.0153  -0.0087
Si  8.2035  8.2035  30.4362  0.0175  -0.0494  -0.0279
Si  1.3673  1.3673  31.8034  -0.056  0.0374  0.003
Si  6.8362  1.3673  31.8034  0.0077  0.0249  0.0049
Si  4.1018  4.1018  31.8034  -0.0507  0.0314  -0.0354
Si  9.5708  4.1018  31.8034  0.0013  -0.0247  -0.0248
Si  1.3673  6.8362  31.8034  0.0409  0.0361  -0.0028
Si  6.8362  6.8362  31.8034  -0.0433  0.0346  -0.011
Si  4.1018  9.5708  31.8034  -0.0297  0  -0.0385
Si  9.5708  9.5708  31.8034  -0.0301  0.0203  -0.0303
Si  2.7345  0  0.6835  0.0358  -0.0208  0.018
Si  8.2035  0  0.6835  0.0404  -0.0761  0.0234
Si  0  2.7345  0.6835  -0.0269  0.023  0.0111
Si  5.469  2.7345  0.6835  0.0222  -0.0292  0.0027
Si  2.7345  5.469  0.6835  0.0697  -0.0418  0.0348
Si  8.2035  5.469  0.6835  -0.0017  0.044  0.017
Si  0  8.2035  0.6835  -0.0098  -0.0441  -0.0022
Si  5.469  8.2035  0.6835  0.0079  -0.007  0.0288
Si  4.1018  1.3673  2.0507  -0.0077  0.0228  0.0297
Si  9.5708  1.3673  2.0507  0.0627  0.076  0.0117
Si  1.3673  4.1018  2.0507  -0.1003  -0.0474  -0.0231
Si  6.8362  4.1018  2.0507  -0.1018  -0.0821  0.0226
Si  4.1018  6.8362  2.0507  -0.1249  0.0036  -0.0648
Si  9.5708  6.8362  2.0507  -0.0228  0.089  0.0076
Si  1.3673  9.5708  2.0507  -0.0087  -0.0221  0.019
Si  6.8362  9.5708  2.0507  -0.0174  -0.0105  -0.0118
Si  0  0  3.418  0.0396  0.2239  0.1096
Si  5.469  0  3.418  0.356  0.1811  -0.3366
Si  2.7345  2.7345  3.418  -0.2257  -0.1605  -0.3126
Si  8.2035  2.7345  3.418  0.0989  0.073  0.2627
Si  0  5.469  3.418  -0.0857  -0.2498  0.218
Si  5.469  5.469  3.418  -0.0902  -0.106  0.1741
Si  2.7345  8.2035  3.418  -0.2872  -0.5019  -0.4776
Si  8.2035  8.2035  3.418  0.2399  -0.0535  -0.227
Si  1.3916  1.3939  4.8254  -0.0376  -0.0603  0.0078
Si  6.8461  1.3556  4.7991  0.0495  -0.0286  0.0448
Si  3.9719  4.1285  4.7759  -0.0234  0.0828  0.0848
Si  9.6009  4.0551  4.86  -0.05  0.029  0.0104
Si  1.3571  6.818  4.792  -0.0284  0.0262  0.069
Si  6.933  6.7594  4.7566  0.0018  -0.0621  0.127
Si  4.1694  9.4857  4.6584  -0.0111  -0.0713  -0.0254
Si  9.5445  9.6057  4.7674  0.0484  0.0057  0.204
Si  2.749  -0.238  5.9856  -0.0489  0.0531  -0.0355
Si  8.1889  0.006  6.2424  0.0027  0.0139  -0.0559
Si  -0.0201  2.673  6.3209  0.0345  0.0352  -0.051
Si  5.4013  2.7394  6.0642  0.0077  -0.0156  -0.0173
Si  2.5496  5.3922  6.2686  0.0277  -0.0543  -0.1087
Si  8.2459  5.4012  6.2873  0.0045  0.0239  0.0036
Si  -0.0321  8.1888  6.1126  -0.0836  -0.0675  -0.1232
Si  5.4817  8.1227  5.979  -0.02  0.0214  -0.0172
Si  3.9572  1.2603  7.1798  0.3721  -0.0578  -0.9029
Si  9.9081  0.9649  7.6151  -0.1193  -0.0598  0.0826
Si  1.014  4.2097  7.8101  -0.1391  0.2532  0.1325
Si  6.5003  4.2646  7.4558  0.0541  -0.0422  0.0233
Si  4.3358  6.5428  7.2369  -0.0087  -0.004  -0.0059
Si  9.2497  7.2232  7.4829  0.0398  -0.1808  -0.0477
Si  1.2513  9.6382  7.4381  -0.0161  -0.0687  0.0198
Si  6.88  9.3577  7.4009  0.032  -0.0168  0.0858
O  9.5956  6.8692  24.5211  -0.0193  0.0192  -0.0057
O  3.9812  1.5146  24.6612  -0.0156  0.036  0.0332
O  7.9253  8.1414  7.7045  -0.02  0.1925  0.04
O  3.0629  1.5064  8.4757  -0.3768  0.1972  0.9112
O  6.8115  4.1139  24.5172  -0.0153  0.0115  -0.0072
O  1.3741  9.6274  24.5026  -0.0206  0.0025  -0.0142
O  5.4415  5.4672  7.8312  -0.035  0.0129  0.0402
O  0.1754  -0.1318  7.7671  -0.0239  0.0692  0.0334
O  6.7916  3.371  8.8258  -0.1453  0.0468  0.1832
O  6.2954  9.8637  8.8525  -0.0955  -0.0092  0.1146
O  9.8331  7.3403  9.0362  0.0242  0.002  0.0921
O  1.905  9.184  8.888  0.0004  0.0085  -0.0378
O  5.5274  1.1684  9.8796  0.1443  0.1823  -0.0521
O  1.7964  3.6453  9.1365  -0.0091  -0.0379  -0.1176
O  9.6293  1.2675  9.1967  0.0549  0.0242  -0.0588
O  3.8122  7.4427  8.4781  0.023  -0.0138  0.0306
O  7.8739  8.5944  23.5202  -0.0107  0.0249  -0.0654
O  8.4791  2.2147  23.6854  0.018  -0.0258  -0.0279
O  5.0429  5.9196  23.692  -0.0151  0.0093  -0.0175
O  2.2695  3.2935  23.7344  -0.0119  0.0236  -0.0258
O  10.6116  0.6147  23.7367  -0.0225  0.0128  -0.0193
O  0.4108  5.1714  23.6187  0.0213  -0.0157  -0.0226
O  3.1857  7.8544  23.6346  0.0184  -0.0308  -0.0373
O  5.494  14.1361  19.2826  -0.0234  0.008  -0.0149
Si  11.4013  2.3951  20.88  -0.0173  0.0142  0.0179
Si  7.8386  9.4039  22.0997  0.0055  -0.015  0.0311
Si  2.2946  5.2019  13.5895  -0.0157  0.0243  0.0346
Si  12.2793  7.3974  16.8916  -0.002  0.0067  0.0072
Si  -0.0611  -4.622  9.7284  0.0007  -0.0685  -0.1304
Si  10.935  8.9196  14.8224  -0.0012  0.0056  0.0173
Si  -1.3754  -4.9701  17.7844  0.004  -0.0071  0.0136
Si  1.626  4.4662  22.7969  0.0103  0.0035  0.0083
Si  4.6162  10.9706  17.0404  0.0141  -0.021  0.0042
Si  6.8943  5.8755  16.3893  -0.0008  0.0006  0.0086
Si  5.7803  2.8031  10.0026  0.0891  -0.671  -0.2425
Si  2.7927  9.268  18.7366  -0.0095  -0.0226  0.0001
Si  7.881  3.692  11.8092  0.0399  0.0731  -0.0435
Si  9.1493  1.1277  10.7467  -0.0732  -0.0129  -0.0612
Si  9.1159  1.6191  15.9704  0.0074  -0.011  0.0019
Si  2.6418  4.7158  16.6313  0.0002  -0.0165  0.0191
Si  -3.8561  3.4677  14.682  0.0375  0.0184  0.001
Si  6.326  10.7026  10.2574  -0.1238  0.5885  -0.5446
Si  16.0425  4.5291  18.4372  0.0106  0.004  0.0188
Si  4.9651  7.2232  19.8959  -0.0009  0.0124  0.0202
Si  -1.5462  1.1854  22.812  0.0123  -0.0034  0.028
Si  2.1991  2.3837  12.5885  0.0119  -0.1266  0.0662
Si  5.4525  10.9715  22.0049  0.0171  -0.0087  0.045
Si  0.122  6.98  12.7605  -0.0086  -0.003  -0.0011
Si  13.8272  2.6128  9.6981  0.1019  -0.0178  0.0495
Si  10.9726  3.2575  17.8632  0.0054  -0.006  0.0186
Si  8.0968  7.9837  19.4597  0.004  0.0086  0.015
Si  -6.2637  1.4852  14.3916  -0.0291  -0.0353  -0.008
Si  -2.2243  -1.2368  16.802  0.0263  0.0042  0.0161
Si  2.9109  7.9121  12.4239  -0.0031  -0.0006  0.0008
Si  -5.7967  1.6406  19.5408  0.0139  0.0052  0.0035
Si  -0.2859  0.6875  13.381  0.0048  0.0057  -0.0034
Si  3.8923  6.6441  22.7924  -0.0054  -0.0048  0.0083
Si  2.7551  0.4234  20.8002  -0.0033  -0.0029  0.0214
Si  13.5798  7.8535  9.4937  -0.0021  -0.0363  -0.0224
Si  6.2469  8.6692  15.4683  0.013  -0.0152  0.0388
Si  5.1486  -1.216  12.9892  -0.0129  -0.018  -0.0206
O  6.4553  5.0575  17.7159  -0.0261  -0.0224  0.0229
O  -0.5083  -4.6105  11.3441  0.0867  0.0493  0.0151
O  6.6676  4.9802  15.0686  -0.0074  -0.0134  0.0193
O  2.2066  10.0333  20.0423  0.0004  -0.0102  -0.0089
O  -0.1898  5.0455  8.6469  0.1405  -0.0827  0.0944
O  1.0244  3.828  21.43  -0.0123  -0.0184  -0.0193
O  1.5138  6.6864  9.6485  0.0349  0.033  -0.0083
O  -5.5255  0.2197  13.684  -0.0355  0.0389  0.0162
O  14.1878  6.4698  13.142  0.0031  -0.0193  -0.02
O  8.5678  11.3185  16.88  0.0034  -0.0121  -0.0069
O  5.3534  9.7406  16.2868  -0.0225  0.0355  0.0216
O  -1.4398  1.1362  14.447  0.0123  0.0066  0.0046
O  2.3535  4.0058  12.4794  0.0054  -0.0367  -0.0281
O  5.9838  8.6181  13.8512  0.0039  -0.034  0.0433
O  2.7067  4.5287  15.0057  -0.0016  -0.0056  -0.0027
O  6.392  3.117  11.4485  0.0056  0.1684  0.1625
O  3.3476  1.7743  13.5303  -0.0355  0.0277  -0.09
O  14.9388  4.1417  17.3015  0.0164  0.0059  0.0038
O  -3.0369  13.6434  15.8678  -0.0055  0.0092  -0.0071
O  0.7382  5.7305  13.6087  0.0323  -0.0262  -0.0112
O  7.7881  9.1113  15.6133  -0.0203  -0.0042  -0.004
O  0.3316  2.4642  19.2584  0.0039  0.0004  -0.0186
O  4.5621  5.714  19.4101  0.0219  -0.0146  -0.0199
O  7.944  5.1915  11.2004  0.0782  0.0369  0.0494
O  10.9005  6.6184  17.1654  0.0059  -0.006  -0.0095
O  2.7552  5.5553  22.3752  -0.0009  -0.0038  0.0062
O  9.0431  6.6923  19.1482  0.0019  -0.0071  -0.0075
O  1.2885  8.0365  12.3161  0.0119  -0.0042  -0.0064
O  -5.4168  0.6907  18.2485  -0.0208  0.0102  -0.0077
O  7.8075  0.206  10.7158  0.0989  -0.0862  0.1638
O  11.3304  -0.6764  13.9747  0.0097  -0.0078  -0.0077
O  4.2908  3.4357  9.8589  -0.2831  -0.0044  -0.013
O  4.0725  8.3393  19.1186  -0.0123  0.0056  -0.0052
O  8.475  6.1899  16.5877  -0.013  -0.0164  -0.0104
O  1.3993  3.9022  17.2693  0.0219  0.0072  -0.0135
O  -0.8079  7.8726  13.7808  0.0069  0.0023  -0.0073
O  5.6897  2.7305  14.3288  0.0025  -0.0354  -0.0129
O  2.5584  6.3191  16.901  -0.0017  -0.0023  -0.0154
O  9.853  4.4102  18.1441  0.0075  -0.002  -0.0042
O  4.2641  1.1747  15.9341  0.0359  -0.0062  -0.0698
O  3.4336  8.0033  10.8858  -0.0033  0.0107  0.0294
O  3.5891  -1.7209  13.1194  0.0201  -0.0003  -0.002
O  8.5406  10.8596  22.2661  -0.0083  -0.014  -0.002
O  -2.8629  3.5806  13.4066  0.0243  0.0466  0.0762
O  9.9604  2.0345  21.5483  0.0206  0.012  -0.0263
O  8.5714  8.5754  20.9048  0.0006  -0.0062  -0.0106
O  -5.0277  1.1815  20.9187  -0.0069  0.0119  -0.0271
O  5.5925  -1.0793  11.4187  -0.0027  -0.2579  0.2518
O  1.3246  8.1396  15.4141  0.0088  -0.0105  -0.0023
O  2.3747  1.8499  11.0334  0.0708  0.0771  0.0462
O  6.5298  7.5335  19.5495  -0.0115  -0.0026  0.0002
O  1.5639  -2.5199  18.1242  0.0324  0.0159  0.0059
O  1.4775  12.1539  21.3834  0.0076  -0.0099  0.0031
O  8.987  2.685  11.1699  -0.0223  -0.0027  0.0108
O  3.2264  -0.554  17.633  0.0071  0.0051  -0.0084
O  8.348  -1.8541  18.2626  0.003  -0.0019  -0.0036
O  10.1916  -1.6099  16.2172  -0.0162  0.0022  -0.001
O  -0.5233  2.2381  16.7224  0.0151  0.0088  0.001
O  0.7797  1.9124  13.2245  0.1918  0.0425  -0.1146
O  6.2807  -1.323  21.6233  0.0072  0.0012  0.0039
O  15.5513  7.2676  21.4861  0.0066  0.0039  -0.0289
O  5.9005  0.2679  23.5592  -0.0191  -0.003  -0.0177
O  -4.9319  7.2199  16.1644  0.0202  -0.0136  0.0177
O  3.5329  1.4654  19.8021  0.0043  -0.0026  -0.0045
O  3.8229  -0.0973  21.9371  -0.0105  0.0002  -0.0089
O  10.0884  0.3929  11.862  0.086  0.0018  0.039
H  8.751  5.7223  11.3655  -0.0717  -0.0456  0.0155

Results
free energy: -135756.993 eV
free energy less fixed offsets of H -15.97, O -568.88, Si -635.61 eV per atom: -5.693 eV

The program warned: the cutoff lies below the one the program advises for these potential files; the forces do not sum to zero within the program's tolerance; the exchange-correlation potential is rough where the density is thin.
